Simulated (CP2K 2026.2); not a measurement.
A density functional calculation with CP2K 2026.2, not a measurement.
Periodic cell of 542 atoms, Si316O206N20, from a study of silicon, its oxide and their interface. The atomic structure is a simulated model.
Doubt: the forces sum to 1.26 eV/angstrom along one axis rather than to zero, so they err by at least 0.0023 eV/angstrom per atom on average; the grid cutoff is modest.

Settings: functional PBE; method Gaussian and plane waves; basis set DZVP-MOLOPT-SR-GTH; pseudopotentials GTH-PBE; grid cutoff 350 Ry, relative cutoff 50 Ry; k points Gamma only; occupations fixed; spin none; net charge 0.

Cell vectors (angstrom)
a	16.332	0	0
b	0	16.332	0
c	0	0	33.7416

Atoms and the computed forces on them: element, x, y, z (angstrom), force x, y, z (eV/angstrom)
Si	0.667	16.125	33.51	-0.105	-0.162	0.631
Si	2.343	2.591	33.291	0.439	0.069	0.326
Si	15.896	6.152	0.21	0.115	-0.189	0.654
Si	3.202	7.606	33.672	0.228	0.022	0.601
Si	15.936	11.425	0.032	-0.081	0.134	0.645
Si	2.885	13.934	33.678	-0.289	-0.072	0.65
Si	5.781	15.935	0.107	-0.004	0.237	0.745
Si	7.934	3.178	33.567	0.075	-0.087	0.552
Si	5.56	5.349	0.111	-0.085	0.066	0.344
Si	8.288	8.172	0.371	0.045	-0.045	0.396
Si	6.093	10.384	0.125	-0.136	0.013	0.782
Si	8.048	13.773	0.13	0.181	-0.019	0.753
Si	11.444	16.089	33.621	-0.107	-0.003	0.592
Si	13.722	2.922	0.4	-0.019	-0.142	0.629
Si	10.539	6.078	33.65	0.105	-0.188	0.665
Si	13.581	8.342	0.505	-0.063	0.063	0.333
Si	11.386	10.468	0.147	0.025	0.093	0.693
Si	13.688	13.723	0.133	0.038	-0.096	0.307
Si	1.525	1.292	1.342	-0.011	-0.034	-0.001
Si	3.903	3.976	1.048	-0.041	-0.029	0.046
Si	1.456	6.863	1.455	-0.014	-0.017	0.014
Si	4.237	9.366	1.197	-0.042	0.026	-0.061
Si	1.42	12.442	1.176	-0.016	0.034	-0.075
Si	4.279	14.876	1.544	0.01	-0.008	-0.027
Si	6.876	1.431	1.127	-0.001	0.012	-0.031
Si	9.524	4.278	1.196	0.061	-0.023	-0.042
Si	6.839	6.74	1.515	-0.005	-0.037	0.018
Si	9.739	9.519	1.585	0.008	0.019	-0.047
Si	6.96	12.153	1.445	0.011	0.036	-0.041
Si	9.713	15.029	1.222	-0.014	0.004	-0.018
Si	12.357	1.343	1.397	-0.005	-0.004	-0.019
Si	15.128	4.307	1.518	0.074	-0.013	0.059
Si	12.144	6.862	1.525	-0.021	-0.022	-0.047
Si	15.043	9.795	1.54	0.078	0.028	-0.005
Si	12.35	12.249	1.404	-0.01	-0.014	-0.034
Si	15.268	15.051	1.2	0.046	0.001	-0.068
Si	0.148	2.747	2.68	0.016	0.028	0.042
Si	2.857	16.306	2.761	-0.005	-0.022	0.057
Si	0.124	8.326	2.763	-0.024	0.051	-0.016
Si	2.71	5.324	2.67	0.013	-0.04	0.012
Si	0.126	13.685	2.706	-0.054	-0.067	0.071
Si	2.791	10.885	2.466	0.034	-0.005	0.02
Si	5.377	2.681	2.518	-0.054	-0.031	-0.035
Si	8.278	0.088	2.549	-0.003	-0.023	0
Si	5.449	8.12	2.778	0	-0.013	0.017
Si	8.23	5.418	2.811	0.011	-0.015	0.001
Si	5.569	13.465	2.824	0.02	-0.011	0.037
Si	8.333	10.91	2.837	0.013	-0.017	0.029
Si	10.877	2.789	2.579	-0.032	0.03	-0.02
Si	13.818	0.014	2.651	0.031	0.02	0.03
Si	10.931	8.156	3.007	-0.002	0	0.054
Si	13.592	5.507	2.815	-0.001	0.053	0.021
Si	10.934	13.618	2.687	-0.022	0.009	0
Si	13.644	11.006	2.924	-0.032	-0.032	0.03
Si	1.422	4.04	4.128	0.017	-0.009	0.038
Si	4.157	1.383	4.078	0.001	0.02	-0.014
Si	1.482	9.639	4.068	-0.027	0.047	-0.001
Si	4.066	6.724	4.048	-0.025	0.029	-0.017
Si	1.431	15.009	4.116	-0.003	0.02	0.016
Si	4.076	12.167	4.037	-0.029	-0.027	-0.008
Si	6.755	4.024	3.997	-0.022	0.042	-0.008
Si	9.551	1.423	3.994	0.01	0.007	-0.003
Si	6.856	9.514	4.08	-0.008	0.027	-0.044
Si	9.522	6.769	4.239	-0.009	-0.001	0.021
Si	6.924	15.008	3.993	0.021	0.027	-0.023
Si	9.62	12.318	4.156	0.046	-0.011	0.017
Si	12.239	4.072	4.071	0.001	-0.015	-0.006
Si	15.062	1.409	4.046	0.019	-0.002	-0.018
Si	12.313	9.574	4.252	-0.015	0.009	-0.007
Si	15.01	6.91	4.079	0.016	-0.045	-0.03
Si	12.377	14.982	3.99	0	-0.031	-0.038
Si	15.072	12.368	4.148	0.027	-0.006	0.001
Si	0.034	0.036	5.452	-0.021	0.017	-0.014
Si	2.764	2.694	5.479	-0.013	0.002	0.021
Si	0.005	5.45	5.408	-0.013	0.004	-0.018
Si	2.723	8.132	5.399	0.034	-0.011	-0.01
Si	0.073	10.933	5.46	0.005	-0.006	0.037
Si	2.751	13.572	5.431	0.017	-0.026	0.027
Si	5.513	16.324	5.398	0.005	-0.037	-0.007
Si	8.139	2.695	5.391	0.008	-0.042	-0.001
Si	5.428	5.4	5.419	-0.011	-0.009	0.007
Si	8.141	8.165	5.506	-0.011	-0.005	0.025
Si	5.44	10.842	5.409	0.004	-0.012	-0.002
Si	8.223	13.678	5.438	-0.03	-0.017	0.017
Si	10.962	0.036	5.316	-0.001	0.007	-0.034
Si	13.64	2.723	5.403	-0.005	0.008	-0.016
Si	10.916	5.396	5.516	-0.01	0.013	-0.002
Si	13.68	8.185	5.544	0.01	0.025	0.013
Si	10.922	10.943	5.537	-0.01	-0.007	0.026
Si	13.662	13.684	5.481	-0.017	-0.019	0.006
Si	1.351	1.378	6.839	0.025	-0.009	0.005
Si	4.06	4.09	6.832	0.012	-0.03	-0.014
Si	1.346	6.793	6.796	-0.012	0.02	-0.002
Si	4.07	9.483	6.76	0.031	-0.008	-0.008
Si	1.388	12.264	6.852	-0.026	0.007	0.005
Si	4.107	14.973	6.761	0.016	0.013	0.018
Si	6.812	1.358	6.805	-0.005	0.019	0.002
Si	9.513	4.021	6.8	-0.032	0.025	0.005
Si	6.741	6.797	6.801	0.01	0.015	0.011
Si	9.521	9.546	6.83	-0.002	0.029	-0.011
Si	6.795	12.268	6.713	-0.019	0.011	-0.001
Si	9.61	15.038	6.75	0.026	0.007	-0.007
Si	12.282	1.358	6.752	0.019	-0.001	-0.002
Si	14.969	4.094	6.788	-0.005	-0.011	0.012
Si	12.286	6.783	6.858	0.012	-0.014	0.014
Si	15.043	9.553	6.859	0.01	-0.006	0.007
Si	12.307	12.306	6.846	0.004	-0.002	-0.003
Si	14.995	15.037	6.853	-0.005	0.02	0.007
Si	16.292	2.737	8.205	-0.001	-0.019	-0.002
Si	2.683	16.302	8.149	-0.021	0.006	0.011
Si	0.009	8.117	8.211	-0.006	-0.003	0.005
Si	2.646	5.408	8.207	0.029	-0.011	-0.002
Si	16.329	13.621	8.194	0.014	-0.017	0.014
Si	2.719	10.819	8.153	-0.009	-0.019	-0.006
Si	5.397	2.71	8.161	-0.012	0.023	0.006
Si	8.218	0.015	8.125	-0.005	-0.007	-0.001
Si	5.35	8.147	8.167	-0.029	-0.012	0.014
Si	8.123	5.413	8.09	0.017	-0.014	-0.006
Si	5.45	13.589	8.11	0.003	-0.018	-0.001
Si	8.109	10.913	8.117	0.001	-0.015	-0.004
Si	10.923	2.671	8.152	-0.01	-0.027	-0.005
Si	13.605	0.058	8.199	0.004	-0.005	0.006
Si	10.891	8.171	8.168	-0.025	0.002	0.008
Si	13.628	5.396	8.224	-0.006	0.001	0
Si	10.93	13.686	8.162	0.016	-0.009	-0.003
Si	13.64	10.911	8.187	-0.002	0.015	0.004
Si	1.271	4.062	9.639	-0.015	0.036	0.005
Si	3.976	1.372	9.505	0.006	0.022	-0.004
Si	1.356	9.474	9.563	0.053	0.001	0.01
Si	3.956	6.814	9.547	-0.012	0.03	-0.012
Si	1.335	14.961	9.575	0.002	-0.006	-0.006
Si	4.064	12.22	9.457	0.019	0.033	-0.008
Si	6.728	4.13	9.476	0.005	-0.006	-0.02
Si	9.555	1.349	9.53	0.007	-0.008	0
Si	6.71	9.554	9.465	-0.004	0.024	0.008
Si	9.49	6.753	9.432	-0.033	-0.019	-0.035
Si	6.843	14.952	9.427	0.02	-0.006	-0.023
Si	9.497	12.3	9.416	-0.011	0.008	-0.025
Si	12.274	3.997	9.573	-0.001	0	0.007
Si	14.934	1.395	9.614	-0.014	0.033	0.008
Si	12.263	9.539	9.527	0.018	-0.022	0.001
Si	14.99	6.735	9.602	0.007	-0.013	0.002
Si	12.265	15.035	9.576	-0.008	-0.012	0.029
Si	14.961	12.268	9.569	-0.004	-0.008	-0.012
Si	16.255	16.303	10.942	0.003	-0.044	-0.026
Si	2.598	2.659	10.997	0.033	-0.042	0.023
Si	16.245	5.363	11.118	0.009	-0.016	0.007
Si	2.588	8.074	11.019	-0.034	-0.049	0.057
Si	16.32	10.857	10.873	-0.014	-0.009	-0.011
Si	2.707	13.53	10.854	-0.008	0.005	0.03
Si	5.391	16.283	10.679	0.013	-0.012	-0.049
Si	8.139	2.78	10.741	-0.013	0.036	-0.014
Si	5.329	5.471	10.858	0.016	-0.038	-0.022
Si	8.024	8.072	10.701	-0.007	-0.002	-0.029
Si	5.382	10.923	10.885	0.032	-0.019	0.022
Si	8.194	13.628	10.843	0.004	0.024	0.009
Si	10.861	16.326	10.982	-0.028	-0.002	0.011
Si	13.602	2.694	11.102	0.006	0.019	0.012
Si	10.849	5.396	10.794	0.003	-0.001	0.009
Si	13.624	8.141	10.877	-0.022	-0.004	-0.01
Si	10.81	10.936	10.768	-0.039	0.03	0.018
Si	13.622	13.661	10.933	0.014	0	0.017
Si	1.255	1.194	12.407	-0.027	0.033	-0.011
Si	3.948	4.159	12.23	-0.026	0.044	-0.046
Si	1.201	6.724	12.557	0.023	0.054	0.003
Si	3.977	9.535	12.207	0.022	0.007	-0.053
Si	1.307	12.21	12.249	0.01	0.03	-0.012
Si	4.155	14.892	12.093	0.044	-0.023	-0.046
Si	6.718	1.374	11.91	0.023	0.005	-0.055
Si	9.411	4.142	12.161	-0.045	0.006	-0.048
Si	6.645	6.873	12.208	0.009	0.03	-0.01
Si	9.374	9.464	11.918	0.027	-0.012	-0.057
Si	6.814	12.319	12.193	-0.009	-0.048	-0.02
Si	9.492	14.936	12.335	0.016	-0.022	0.001
Si	12.179	1.32	12.42	0.01	0.027	-0.005
Si	14.935	3.991	12.635	0.005	0.013	-0.009
Si	12.227	6.729	12.13	0.001	-0.009	-0.025
Si	14.997	9.487	12.248	0.015	-0.025	-0.011
Si	12.118	12.348	12.149	-0.003	0.04	-0.008
Si	14.967	14.969	12.422	0.014	0.006	-0.016
Si	16.287	2.392	14.036	-0.091	-0.046	0.075
Si	2.751	16.037	13.524	-0.037	0.005	-0.004
Si	16.103	8.186	13.933	0.012	-0.032	0.035
Si	2.667	5.314	13.884	-0.02	0.029	0.036
Si	0.088	13.564	13.743	-0.012	0.029	0.031
Si	2.59	10.805	13.604	0.002	-0.065	0.06
Si	5.383	2.685	13.274	-0.021	-0.021	-0.003
Si	7.966	0.082	13.347	0.014	-0.017	0.031
Si	5.319	8.261	13.622	-0.006	-0.023	0.085
Si	8.03	5.554	13.524	0.013	-0.018	0.043
Si	5.497	13.693	13.611	0.014	0.033	0.057
Si	8.068	10.724	13.346	-0.045	0.026	-0.005
Si	10.712	2.785	13.576	0.014	-0.012	0.027
Si	13.418	16.149	13.84	-0.053	-0.069	0.065
Si	10.773	8.178	13.222	-0.022	-0.022	0.028
Si	13.406	5.508	13.794	0	-0.003	0.073
Si	10.838	13.557	13.791	-0.051	0.056	0.078
Si	13.529	10.937	13.31	-0.01	-0.002	0.011
Si	1.772	3.419	15.184	0.018	0.026	-0.667
Si	4.105	1.252	14.584	-0.077	0.016	-0.48
Si	1.452	9.344	15.175	-0.228	0.18	-0.747
Si	3.773	7.148	14.998	0.014	-0.172	-0.726
Si	1.973	14.338	15.085	-0.041	-0.163	-0.635
Si	4.132	12.143	14.699	-0.109	0.111	-0.446
Si	6.892	3.822	14.614	0	0.163	-0.66
Si	9.053	1.603	14.705	0.233	-0.101	-0.703
Si	6.418	9.935	14.907	0.082	-0.194	-0.789
Si	9.528	6.938	14.731	-0.283	0.053	-0.66
Si	6.448	15.515	14.89	0.027	-0.248	-0.637
Si	9.778	11.642	14.594	0.091	0.112	-0.603
Si	11.533	4.54	14.887	0.326	-0.161	-0.777
Si	14.515	1.11	15.42	0.51	-0.217	-0.713
Si	12.1	9.565	14.494	0.049	-0.01	-0.412
Si	14.183	7.299	15.192	0.225	-0.1	-0.727
Si	12.422	14.517	15.38	-0.433	0.359	-0.451
Si	14.673	12.356	14.721	0.135	0.08	-0.717
Si	14.872	6.316	20.716	-0.084	-0.071	-0.065
Si	6.779	9.829	24.57	-0.045	-0.004	0.001
Si	9.627	3.234	26.098	-0.028	0.019	0.045
Si	3.534	2.021	17.302	-0.208	0.061	-0.341
Si	13.681	15.569	17.902	-0.413	0.066	-0.208
Si	8.414	8.894	17.071	0.046	0.175	-0.209
Si	4.305	6.211	17.756	0.04	-0.056	-0.197
Si	7.248	13.418	21.065	0.036	-0.037	-0.146
Si	2.114	11.825	22.146	0.053	-0.026	-0.054
Si	14.823	4.09	30.079	-0.033	-0.075	0.469
Si	6.014	1.484	25.611	-0.31	-0.031	0.222
Si	10.212	5.672	24.156	-0.059	-0.182	-0.08
Si	10.762	7.83	25.981	0.045	0.142	0.04
Si	2.358	15.895	29.283	0.036	0.044	0.121
Si	5.932	3.8	17.412	-0.152	-0.013	-0.182
Si	3.667	10.873	19.648	0.092	-0.028	-0.257
Si	8.469	16.161	17.034	-0.01	-0.009	-0.273
Si	13.913	5.771	17.905	-0.101	0.097	-0.27
Si	9.308	8.968	28.314	-0.148	0.043	0.135
Si	15.542	0.911	23.333	0.013	-0.039	-0.252
Si	1.895	4.351	17.935	0.022	-0.082	-0.155
Si	15.944	10.797	17.17	0.194	-0.011	0.013
Si	0.706	0.229	20.196	0.091	-0.122	0.058
Si	10.767	14.27	18.026	0.291	0.065	-0.408
Si	14.195	4.71	27.191	0.16	0.063	0.151
Si	1.756	9.819	24.341	0.053	0.032	-0.201
Si	1.792	2.294	21.923	-0.137	0.263	-0.3
Si	14.213	0.766	20.619	-0.123	-0.26	-0.203
Si	15.023	9.223	24.274	-0.023	-0.065	-0.079
Si	9.905	12.298	31.822	0.021	-0.036	0.252
Si	7.954	14.853	23.265	-0.066	-0.029	-0.061
Si	3.482	12.929	17.49	-0.184	-0.02	-0.441
Si	13.81	7.588	26.377	0.081	0.061	0.069
Si	4.55	2.416	23.39	0.102	0.056	-0.095
Si	6.162	12.664	23.798	-0.07	0.234	-0.112
Si	7.831	5.911	22.033	0.036	0.013	-0.147
Si	4.397	11.876	31.723	-0.074	0.135	0.255
Si	10.331	12.784	20.497	-0.092	0.079	-0.221
Si	12.253	4.385	31.96	-0.06	0.116	-0.092
Si	13.624	10.497	18.828	-0.076	0.004	-0.212
Si	13.952	9.104	21.365	-0.067	0.05	-0.063
Si	2.428	10.818	29.924	-0.053	0.023	0.104
Si	14.964	13.004	18.778	0.106	-0.14	-0.146
Si	9.777	9.575	23.913	0.076	0.108	-0.203
Si	3.129	12.409	24.807	0.01	0.105	-0.011
Si	2.247	15.599	17.764	0.16	-0.003	-0.176
Si	13.838	10.512	26.444	-0.065	0.087	0.189
Si	10.138	11.65	28.972	0.114	0.179	0.154
Si	8.975	7.461	19.473	-0.034	0.193	-0.124
Si	8.967	11.767	17.344	0.019	0.009	0.008
Si	6.999	7.789	29.595	-0.193	0.095	0.114
Si	1.334	5.134	29.658	0.027	-0.066	0.119
Si	14.853	3.698	24.519	0.126	-0.021	0.018
Si	11.928	2.361	21.718	0.113	-0.065	-0.037
Si	3.335	5.922	27.504	0.079	0.039	0.111
Si	8.388	1.588	23.974	0.024	-0.021	-0.034
Si	4.214	8.536	28.992	0.177	0.048	0.197
Si	12.857	3.118	16.998	-0.067	-0.065	-0.065
Si	11.001	8.144	21.358	-0.04	-0.161	-0.296
Si	5.698	12.633	28.917	0.075	-0.08	0.154
Si	2.686	2.292	30.145	0.047	-0.021	0.368
Si	5.048	6.845	31.324	-0.107	-0.053	0.412
Si	10.216	1.971	31.599	-0.053	0.027	0.423
Si	0.85	13.32	29.462	-0.097	-0.133	0.249
Si	5.386	7.697	22.847	0.037	0.04	-0.133
Si	10.619	9.986	18.972	-0.244	-0.102	-0.234
Si	8.275	13.642	28.052	0.018	0.012	0.117
Si	4.388	3.15	27.732	0.064	0.041	0.21
Si	6.53	9.889	27.541	-0.128	-0.14	0.273
Si	12.474	12.873	27.556	-0.093	0.05	0.106
Si	2.875	6.858	24.488	-0.045	0.01	0.229
Si	9.828	1.638	28.44	0.057	0.023	0.265
Si	7.28	2.892	27.737	-0.122	-0.022	0.116
Si	1.102	4.66	23.391	0.125	-0.084	-0.161
Si	10.992	2.676	19.109	0.019	-0.006	-0.211
Si	1.404	5.4	20.714	0.339	-0.168	-0.2
Si	3.627	7.801	20.225	-0.286	-0.079	-0.084
Si	7.99	2.196	18.73	0.043	-0.073	-0.046
Si	16.176	9.903	31.153	-0.172	0.084	0.188
Si	15.382	12.894	27.01	-0.113	0.091	0.075
Si	11.232	5.849	19.29	-0.023	0.066	-0.028
Si	12.212	5.493	22.048	0.025	0.129	-0.325
Si	11.979	14.586	25.241	-0.029	0.067	0.191
Si	12.194	3.814	25.39	-0.155	0.062	-0.143
Si	15.941	2.163	32.152	0.2	-0.065	0.166
Si	3.121	4.093	25.303	0.111	0.157	0.084
Si	10.905	15.18	28.188	0.11	-0.193	-0.033
Si	5.889	5.107	29.135	-0.182	0.188	0.069
Si	14.772	12.345	31.264	-0.066	-0.07	0.275
Si	15.096	14.518	24.391	-0.02	-0.061	-0.046
Si	7.193	2.908	21.654	-0.01	0.016	-0.068
Si	6.082	12.303	18.666	-0.027	-0.17	-0.183
Si	11.217	1.252	24.599	-0.033	0.028	0.016
Si	16.166	13.806	21.511	0.112	0.149	-0.105
Si	10.362	12.716	23.399	-0.051	-0.071	-0.043
Si	0.973	7.216	31.66	-0.027	0.039	0.178
Si	6.485	14.887	25.79	0.004	-0.137	0.016
Si	12.037	13.579	30.266	-0.021	-0.175	0.083
Si	3.34	0.049	31.973	-0.407	0.122	0.345
Si	3.753	14.264	27.079	-0.054	-0.008	0.152
O	0.265	6.005	32.484	-0.007	-0.412	-0.256
O	7.112	9.529	16.336	0.056	-0.029	0.546
O	0.849	12.546	21.463	-0.1	-0.239	-0.532
O	0.103	0.609	32.179	-0.246	-0.42	-0.766
N	3.109	5.757	25.805	0.036	0.052	0.048
O	11.843	15.024	29.541	0.116	0.687	0.06
N	2.919	1.748	31.818	0.039	0.044	-0.176
O	4.093	7.837	30.458	-0.52	0.017	0.294
O	12.613	14.926	33.258	0.071	-0.055	-0.26
O	12.787	4.062	33.441	-0.269	0.457	0.441
O	3.785	13.127	32.558	0.196	0.001	-0.206
O	8.535	8.276	29.565	0.297	-0.19	0.396
N	4.615	4.855	28.018	0.011	-0.055	-0.107
O	6.907	14.839	33.346	-0.059	-0.015	-0.406
O	12.662	4.461	26.777	-0.444	0.068	0.48
O	8.157	3.725	26.619	0.015	0.76	-0.257
O	6.727	4.293	33.167	-0.166	0.063	-0.41
O	0.307	10.551	32.572	0.622	-0.182	0.179
O	14.663	7.221	33.625	-0.158	0.016	-0.054
O	5.531	11.075	32.519	0.11	-0.25	-0.545
O	7.264	4.51	21.459	-0.36	0.095	-0.485
O	6.679	6.737	22.787	0.062	-0.139	0.204
O	10.359	2.891	27.541	0.648	0.382	-0.039
O	3.647	7.466	27.903	0.001	0.221	-0.314
O	8.846	2.544	32.317	-0.063	-0.015	-0.013
O	9.116	12.261	27.86	-0.255	-0.488	-0.615
O	13.544	4.599	30.979	-0.026	0.246	-0.078
O	12.533	9.362	33.395	-0.206	-0.098	-0.441
O	4.772	1.304	24.581	-0.453	-0.662	0.26
O	1.73	3.725	24.561	-0.42	-0.392	0.21
O	10.589	11.05	32.588	-0.178	-0.112	-0.217
O	14.597	2.119	33.034	-0.066	-0.224	-0.041
N	5.899	8.841	28.748	-0.036	0.171	-0.112
O	14.58	0.259	22.15	-0.364	-0.434	0.201
O	13.491	16.168	19.444	-0.174	-0.076	0.15
O	5.256	0.261	15.308	0.07	0.052	0.166
N	10.143	8.659	19.945	-0.092	0.096	0.115
O	0.909	9.97	16.619	0.379	-0.177	0.424
O	2.598	8.207	15.499	0.009	-0.088	0.214
O	14.767	14.368	17.955	0.532	0.054	-0.433
O	6.315	13.469	19.762	-0.427	0.388	0.127
O	3.324	0.467	17.677	0.334	-0.144	-0.005
O	13.804	5.64	21.739	0.077	-0.372	0.278
O	2.714	3.002	18.285	0.056	-0.331	0.551
O	13.942	10.288	24.847	-0.255	0.395	-0.19
O	7.384	15.248	16.219	0.137	-0.598	0.427
O	10.209	12.806	17.543	0.262	-0.163	0.07
O	9.493	15.255	17.87	-0.05	-0.031	0.213
O	10.977	10.614	15.157	-0.034	0.189	0.371
O	5.283	11.05	19.371	0.207	-0.358	0.172
O	8.709	12.834	20.652	-0.208	-0.093	-0.1
O	9.805	6.301	18.687	-0.309	-0.313	-0.217
O	5.089	2.42	17.48	0.456	-0.496	0.23
O	7.551	11.975	18.093	0.142	0.171	0.237
N	12.176	14.896	17.15	-0.08	0.064	0.117
O	10.91	1.935	20.539	-0.578	-0.317	0.32
O	0.544	15.261	21.189	0.088	-0.034	0.212
O	4.697	12.397	24.426	-0.052	0.154	0.142
O	11.613	3.922	16.39	-0.442	-0.018	0.448
O	14.009	13.404	27.729	0.035	0.452	0.347
O	13.052	8.509	15.378	-0.113	-0.003	0.335
O	13.368	2.092	20.994	0.06	0.6	0.017
O	1.809	1.353	20.594	0.295	0.187	-0.495
O	13.615	13.393	15.412	0.076	-0.108	0.128
O	11.284	4.242	19.351	0.36	0.158	0.049
O	8.43	2.397	22.572	0.397	-0.135	0.037
O	0.81	3.088	32.805	-0.182	0.464	-0.033
O	7.938	8.063	18.387	-0.661	-0.008	0.086
N	11.37	6.476	20.906	-0.024	0.006	0.124
N	9.66	1.834	25.051	-0.058	-0.135	0.051
O	15.17	4.007	26.089	0.32	-0.293	0.247
O	13.619	12.104	18.568	-0.563	0.133	-0.31
O	14.414	0.283	16.859	0.14	-0.224	0.327
O	2.528	10.951	25.22	0.295	-0.015	0.562
O	13.534	2.369	15.745	-0.329	0.516	-0.481
O	9.566	2.392	18.47	0.046	-0.113	-0.54
O	2.166	12.363	29.491	0.397	0.192	-0.104
O	14.835	5.757	19.213	0.395	-0.144	0.098
O	2.52	6.623	20.593	0.09	0.054	0.018
O	5.748	2.524	22.301	-0.152	0.029	-0.049
O	1.925	5.405	28.181	-0.186	-0.037	-0.397
O	6.996	11.423	24.407	0.265	-0.014	0.403
O	6.429	12.558	22.189	-0.193	-0.313	-0.079
O	1.726	6.151	23.558	-0.409	0.144	-0.349
O	10.637	11.343	19.85	0.076	-0.185	0.311
O	14.532	7.869	20.534	0.231	0.135	-0.247
O	12.217	2.162	18.146	0.191	-0.554	0.187
O	5.255	5.003	18.236	0.264	0.126	0.686
O	16.141	12.931	30.626	0.337	0.151	0.204
O	15.257	11.353	15.833	-0.148	-0.293	-0.109
O	8.133	9.69	27.478	0.283	0.29	-0.215
O	15.666	1.073	19.995	0.014	0.589	-0.241
O	1.069	15.985	18.753	-0.41	0.03	-0.193
O	14.857	2.125	24.152	-0.11	-0.092	0.394
O	14.32	3.896	28.573	-0.415	-0.254	-0.414
O	1.077	3.998	16.579	-0.396	0.12	0.254
O	11.389	13.276	24.494	0.37	-0.389	0.396
N	5.779	2.39	27.049	0.057	-0.167	0.053
O	5.796	9.135	23.477	-0.33	0.183	-0.309
O	1.531	15.281	16.345	-0.479	0.529	0.033
O	12.189	9.825	18.493	0.05	-0.327	-0.322
O	6.802	0.12	25.964	0.443	0.057	0.209
N	3.065	13.079	15.801	0.021	-0.017	0.231
O	7.097	2.243	24.686	-0.035	0.464	-0.045
O	2.968	14.249	18.267	0.192	0.019	0.697
N	9.471	10.147	17.678	0.158	-0.152	-0.017
O	13.528	14.656	24.771	-0.086	-0.166	0.08
O	5.267	11.064	15.294	0.029	-0.066	0.258
O	11.036	12.859	21.937	0.77	-0.027	0.177
O	3.209	1.996	22.622	0.101	-0.365	-0.046
N	10.573	4.317	25.139	-0.057	0.09	-0.052
O	16.197	12.091	18.161	0.415	0.096	0.362
O	1.841	1.107	29.371	-0.373	0.073	-0.508
O	12.434	6.311	18.298	-0.311	0.267	-0.344
O	8.685	11.972	15.774	-0.614	0.371	0.018
O	1.883	10.33	22.785	-0.153	-0.486	-0.464
O	3.154	9.334	19.857	-0.499	0.196	0.018
O	15.84	4.563	23.59	-0.334	0.387	-0.356
O	3.257	11.677	21.005	0.034	0.093	0.19
O	7.37	3.495	18.013	0.581	0.322	0.033
O	6.833	3.785	29.026	0.132	-0.278	0.246
O	0.047	6.117	21.244	0.082	0.325	0.752
O	14.046	10.376	20.39	-0.005	0.418	0.308
O	2.991	11.607	18.333	-0.513	-0.316	0.03
O	11.049	13.417	31.534	0.2	0.606	0.378
O	9.962	11.158	23.592	-0.174	-0.076	-0.019
O	10.976	14.004	19.618	0.303	0.496	0.274
O	12.393	8.892	21.7	-0.005	0.304	0.359
O	2.442	12.821	23.395	0.039	0.663	-0.165
O	14.834	9.863	17.919	-0.169	-0.567	0.121
O	3.987	2.465	29.163	0.671	-0.122	0.105
O	15.781	15.996	24.344	0.384	0.094	0.344
O	10.559	5.794	15.239	-0.016	-0.098	0.248
O	15.184	11.29	26.901	0.498	-0.287	0.005
O	4.935	14.858	26.191	-0.112	0.522	-0.402
O	16.138	8.287	31.262	-0.369	-0.284	0.008
N	6.659	14.26	24.22	-0.243	0.127	0.008
O	1.1	4.759	19.257	-0.367	0.005	-0.067
O	7.625	0.792	18.017	-0.333	-0.287	0.204
O	8.277	6.839	20.779	-0.202	0.043	0.142
O	4.719	7.935	21.396	0.263	0.099	-0.002
O	14.488	6.681	16.686	0.173	0.055	0.351
O	15.697	13.593	25.584	0.474	0.064	-0.212
O	10.79	0.629	32.364	-0.028	-0.16	-0.433
O	10.095	8.572	22.656	-0.058	-0.026	0.149
N	3.077	2.274	15.65	-0.051	0.039	-0.012
O	9.079	7.868	15.996	0.271	0.049	0.188
O	3.222	3.117	26.6	-0.339	-0.204	0.115
O	14.8	10.743	30.83	-0.447	-0.534	-0.17
O	13.324	4.211	24.284	-0.108	0.283	-0.527
N	11.639	12.475	29.011	0.127	-0.113	-0.146
O	5.22	5.374	30.609	-0.303	-0.559	0.022
O	4.31	3.812	24.215	0.458	0.559	0.036
O	13.545	13.247	30.732	-0.099	0.464	0.051
O	12.264	7.26	26.055	-0.109	-0.507	-0.081
O	7.99	2.751	15.194	0.079	-0.1	0.48
O	15.406	13.833	22.947	-0.328	-0.119	-0.042
O	7.273	9.306	33.418	0.06	0.009	-0.477
O	9.789	6.853	25.153	-0.618	0.09	-0.076
O	14.677	7.799	25.002	0.251	-0.428	-0.231
O	11.277	5.673	32.215	0.049	0.332	-0.461
O	11.308	15.999	24.857	-0.171	-0.082	0.13
O	4.289	6.933	23.733	0.09	-0.341	0.06
O	6.077	9.564	26.018	-0.518	-0.296	-0.13
N	11.666	14.271	26.914	-0.117	0.033	-0.216
O	4.476	13.373	28.194	-0.121	-0.261	0.261
O	6.858	6.36	28.828	0.515	0.053	-0.619
O	11.799	3.933	22.022	-0.046	-0.034	0.283
O	8.381	0.004	23.66	0.256	-0.042	-0.202
O	11.59	1.49	23.025	-0.199	-0.304	-0.103
O	9.112	13.739	23.445	-0.151	0.029	0.358
O	4.373	7.334	18.879	0.253	0.18	0.067
O	9.968	1.64	30.045	-0.282	-0.452	-0.24
O	2.836	13.403	26.053	-0.602	0.048	0.054
O	0.969	10.155	30.03	-0.113	-0.311	-0.483
O	6.092	11.381	27.97	0.098	0.163	-0.444
O	7.055	13.503	29.112	0.109	0.479	0.297
O	14.422	6.335	27.225	0.381	0.173	0.367
O	3.177	10.872	31.361	-0.341	-0.204	0.419
O	4.688	6.836	16.32	0.45	-0.1	0.215
O	5.112	12.89	17.512	0.23	0.32	-0.523
O	15.135	13.45	20.317	-0.245	-0.112	0.073
O	16.06	5.115	29.854	-0.024	0.295	0.182
O	12.221	2.177	25.478	0.479	-0.136	0.421
O	8.68	12.962	32.606	-0.19	-0.37	-0.429
O	14.85	9.223	22.684	0.448	-0.032	-0.068
O	9.39	14.691	28.567	-0.258	0.411	0.254
O	8.262	9.23	24.369	-0.034	-0.424	-0.054
O	3.342	9.911	28.927	-0.102	0.154	-0.619
O	3.482	15.798	30.461	0.566	-0.077	-0.08
O	2.932	15.447	27.833	-0.108	0.355	-0.372
O	6.042	4.343	15.897	-0.353	0.326	0.189
O	7.562	14.079	26.681	0.167	-0.154	-0.247
O	1.193	14.871	29.701	-0.43	0.409	0.191
O	9.355	7.186	33.271	-0.022	-0.023	-0.228
O	5.138	12.309	30.376	0.094	0.236	-0.018
O	0.182	9.688	24.663	-0.151	0.239	0.583
O	2.822	5.609	17.555	-0.451	0.374	0.068
O	10.695	0.404	27.848	0.518	0.273	-0.315
O	15.467	2.733	30.714	0.148	-0.317	-0.361
O	13.816	9.039	27.149	-0.118	-0.11	0.573
O	1.759	6.46	30.478	0.705	0.202	-0.059
O	0.569	1.599	22.765	0.217	0.21	0.137
N	4.533	6.578	32.936	-0.014	-0.05	-0.093
O	9.039	5.53	23.048	-0.094	-0.266	-0.172
O	12.56	11.484	26.711	-0.236	-0.222	-0.241
O	10.383	10.082	28.742	0.506	-0.207	-0.098
O	4.838	16.307	32.575	0.24	0.358	-0.177
O	11.355	3.12	31.527	0.127	0.032	-0.186
N	2.191	15.394	32.941	0.087	0.065	-0.162
O	10.749	9.243	25.18	0.316	0.473	0.227
O	9.41	0.697	16.021	0.647	-0.192	0.083
O	2.139	8.011	32.478	-0.185	0.312	-0.085
O	11.622	6.088	23.439	0.377	0.417	0.408
N	14.737	12.517	32.98	-0.053	-0.018	-0.083
O	7.414	2.173	20.232	-0.311	-0.268	0.113
O	8.21	1.633	28.185	-0.351	-0.566	0.235
O	0.273	13.199	27.977	0.137	-0.05	-0.548
N	1.597	4.053	21.833	0.128	0.072	0.06
O	1.938	3.727	30.21	0.151	0.156	0.43
O	6.527	7.546	31.141	0.491	0.393	0.223
O	7.504	14.881	21.704	-0.34	0.682	-0.238
O	13.925	4.201	17.506	0.661	-0.268	-0.054
O	2.409	8.388	24.722	-0.047	0.097	0.14
O	9.373	11.795	30.394	-0.689	0.074	-0.066
O	10.132	7.9	27.461	0.037	-0.393	0.272

Results
total energy: -129551.834 eV
total energy less fixed offsets of N -271.95, O -438.35, Si -107.03 eV per atom: 8.746 eV
